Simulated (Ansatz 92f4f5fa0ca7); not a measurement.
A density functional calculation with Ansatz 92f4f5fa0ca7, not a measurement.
Periodic cell of 186 atoms, Si104O82, from a study of silicon, its oxide and their interface. The atomic structure is a simulated model.

Settings: functional PBE; potential files Ansatz PAW; basis plane waves; wave-function cutoff 700 eV; density cutoff ratio 5; exchange-correlation grid ratio 2; k mesh 2 x 2 x 1, shifted by 0.5 0.5 0.5 of a step; self-consistency stop 5e-08 eV per atom in the density residual; occupations Fermi-Dirac, 0.05 eV; spin none; net charge 0.

Cell vectors (angstrom)
a	11.5983	0	0
b	0	11.5983	0
c	0.6058	-1.9247	23.5654

Atoms and the computed forces on them: element, x, y, z (angstrom), force x, y, z (eV/angstrom)
Si	-0.4029	-1.4946	0.5498	0.0601	0.0178	-0.3813
Si	-0.1926	1.5663	-0.1645	0.3506	-0.2295	-0.0392
Si	-0.5314	7.0293	0.0963	0.0428	0.2213	-0.4501
Si	3.3006	-2.3717	0.2163	-0.0556	-0.0054	-0.2311
Si	3.3426	3.0814	-0.1204	-0.1613	0.0353	-0.0421
Si	3.312	6.1676	0.5062	-0.0488	-0.0327	-0.2561
Si	7.4409	-1.2266	0.2159	-0.0012	0.1416	-0.0111
Si	7.3868	1.9316	0.0758	-0.0494	-0.3286	0.0886
Si	6.887	6.2775	0.1992	0.0548	-0.1241	0.0012
Si	1.5853	-1.6288	1.7278	0.0228	-0.0801	-0.2438
Si	1.5422	2.2956	1.3388	0.034	0.0415	-0.2044
Si	1.2559	6.2358	1.5624	-0.0582	0.1279	-0.1551
Si	5.3363	-1.6492	1.3523	0.0649	-0.0573	-0.2908
Si	5.3134	2.3883	1.2416	0.0099	0.0489	-0.2433
Si	5.2279	6.2006	1.8108	0.041	-0.0151	-0.2164
Si	9.2106	-1.4534	1.7466	-0.0561	-0.0192	-0.3629
Si	9.4068	2.2857	1.2751	-0.0505	-0.1775	-0.3124
Si	9.0848	6.3923	1.3568	-0.1008	-0.0606	-0.2238
Si	1.63	0.4364	2.8588	0.0434	0.1829	0.1446
Si	1.3254	4.1873	2.7757	-0.0199	-0.1236	0.0831
Si	1.4122	8.0771	3.0192	-0.0723	-0.0329	0.3019
Si	5.2703	0.3875	2.6974	0.0922	0.0393	-0.1698
Si	5.3355	4.1516	2.8604	-0.0146	-0.1003	0.1457
Si	5.3277	8.2084	2.9633	0.0218	0.0279	0.1681
Si	9.2812	0.5231	2.9164	0.008	0.0635	0.2089
Si	9.2653	4.2953	2.6352	-0.0846	0.0243	-0.2167
Si	9.1291	8.1613	2.9482	-0.1018	0.0968	0.1501
Si	-0.3562	0.4273	4.2455	-0.0623	0.0798	-0.1133
Si	-0.5388	4.2144	4.1903	0.1505	0.0064	0.0036
Si	-0.5284	8.1452	4.3101	0.1168	-0.1446	0.0088
Si	3.4876	0.4088	4.2732	-0.1479	0.001	-0.009
Si	3.3285	4.1983	4.1574	-0.003	-0.0502	-0.1181
Si	3.3794	8.1591	4.3003	-0.053	0.0492	-0.0044
Si	7.2434	0.4335	4.1583	0.0852	0.0373	-0.0668
Si	7.3406	4.2217	4.1013	-0.1082	0.0349	0.0047
Si	7.2356	8.1812	4.3371	0.0193	-0.049	-0.0933
Si	-0.343	-1.5019	5.635	-0.1453	-0.0401	0.0469
Si	-0.5037	2.3295	5.6423	0.0574	-0.0265	0.1472
Si	-0.5158	6.1469	5.5383	-0.0555	0.0577	0.0826
Si	3.3673	-1.5085	5.6836	0.119	0.0078	-0.062
Si	3.4756	2.3308	5.6335	-0.0827	-0.0845	0.1269
Si	3.2952	6.1564	5.4945	0.1397	0.1132	0.0754
Si	7.2297	-1.4631	5.6583	-0.0276	0.0069	0.1302
Si	7.2995	2.3478	5.5448	-0.0454	-0.042	0.0413
Si	7.3007	6.1487	5.5146	0.0514	0.0249	-0.0025
Si	1.5189	-1.5747	7.1739	-0.0604	0.0161	0.2115
Si	1.495	2.2753	6.9387	-0.0903	-0.0162	-0.2857
Si	1.3761	6.2426	6.9234	-0.0313	0.0234	-0.2035
Si	5.2401	-1.4114	7.0999	0.0844	0.0822	-0.0458
Si	5.4613	2.3045	7.0246	-0.0052	-0.0065	-0.0377
Si	5.2828	6.1999	6.7105	-0.1127	-0.0945	-0.328
Si	9.2836	-1.5433	6.8859	0.018	0.0773	-0.1862
Si	9.1192	2.3823	7.0479	0.0816	-0.0597	0.0509
Si	9.2193	6.1013	6.9577	-0.0114	-0.1543	-0.1254
Si	1.5942	0.4546	8.4744	-0.0687	0.1612	0.1479
Si	1.4533	4.2763	8.1304	0.1302	-0.0905	0.4664
Si	1.3624	7.9914	8.5669	-0.0622	0.0214	0.014
Si	5.3918	0.4842	8.6796	-0.0031	-0.0304	0.042
Si	5.4016	4.3793	8.1021	-0.0293	0.0656	0.3002
Si	5.1673	8.054	8.1182	-0.2482	-0.1073	0.1781
Si	9.1869	0.3318	8.2384	0.2057	0.1182	0.0541
Si	9.1788	4.3312	8.5628	0.0328	0.1563	0.3603
Si	9.2842	8.0796	8.1869	0.2675	0.0087	0.0162
Si	-0.4773	0.7694	9.5247	-0.2936	-0.0465	0.1739
Si	-0.2524	3.9692	9.7295	0.0054	-0.2866	-0.2189
Si	-0.6905	7.8504	9.9777	-0.1954	0.3325	0.077
Si	3.3972	1.2155	9.9513	0.1087	0.0932	0.1805
Si	3.4394	4.3292	9.3548	0.0354	-0.0173	0.2162
Si	3.3925	7.4216	9.67	0.1936	-0.2683	0.253
Si	7.4779	-0.3574	9.7235	0.0899	-0.1112	0.2535
Si	7.0706	5.073	9.6254	0.0308	0.1073	0.2138
Si	7.2152	8.09	9.156	-0.0518	0.0705	0.5936
Si	9.096	4.8283	14.0687	-0.1727	-0.1009	0.3311
Si	5.8412	1.0508	14.7766	0.0918	0.0228	0.2069
Si	5.8373	3.1601	16.9179	0.0414	-0.0397	-0.0193
Si	8.2047	10.2436	18.3656	-0.0454	-0.1268	-0.2223
Si	12.8603	12.5154	18.3298	0	-0.1289	-0.2236
Si	4.1962	8.6774	12.4232	0.2419	-0.1658	0.4226
Si	3.4567	11.6788	12.9846	0.0757	0.1629	0.3831
Si	7.9988	5.5548	16.7813	0.043	0.0806	0.0108
Si	2.8353	3.0723	17.0963	0.0311	0.1617	-0.0444
Si	6.5021	10.0939	15.8328	0.0059	-0.0721	0.3027
Si	0.5361	7.336	14.2808	-0.009	0.0386	0.2997
Si	-0.2862	9.9524	18.2746	-0.069	-0.1464	-0.0976
Si	10.043	3.9914	18.2122	-0.1251	0.1164	-0.316
Si	5.152	6.4651	14.1845	0.1144	-0.0071	0.1502
Si	8.2032	2.2078	21.7157	-0.0409	0.0497	-0.1075
Si	1.7615	9.2874	16.1875	0.0606	-0.094	0.0255
Si	8.0121	6.3907	21.5926	0.0067	0.1553	-0.1664
Si	-0.1525	5.6207	12.0845	0.1367	0.0908	0.3659
Si	2.2648	12.1208	15.6179	0.0264	-0.1611	0.0193
Si	9.975	8.9681	12.7077	-0.0511	-0.2147	0.337
Si	9.5359	0.1232	11.9932	-0.0584	0.1787	0.1286
Si	2.4047	-0.0973	21.0405	0.0103	-0.1351	-0.0791
Si	7.9398	1.7893	18.7454	0.0424	-0.1277	-0.3722
Si	6.5897	4.3852	12.5749	0.1312	-0.032	0.3971
Si	8.1957	13.7292	13.6302	0.0967	-0.037	0.2319
Si	7.0099	8.579	13.2575	0.0826	-0.034	0.3443
Si	6.2064	8.0094	19.6145	-0.1105	0.1163	-0.2961
Si	10.3689	4.2384	21.1822	-0.0537	0.0217	-0.2633
Si	5.7174	7.3697	16.8395	0.0634	0.0901	-0.0058
Si	12.3902	5.3143	16.7941	-0.0054	0.0706	-0.0129
Si	3.4659	8.51	20.8988	0.1244	-0.0285	-0.3221
Si	13.2514	7.6937	18.6354	-0.0167	0.0586	-0.192
O	3.3659	7.6245	-0.3241	0.0267	0.3493	0.4101
O	1.0007	0.1422	21.8935	-0.2749	-0.0517	0.2052
O	3.3584	4.7502	-0.4	0.0263	-0.3038	0.3496
O	-0.5251	6.4007	-1.4533	0.0057	-0.0186	0.3994
O	5.5177	8.9013	16.333	0.0043	-0.0073	-0.0512
O	11.593	11.5133	18.7772	0.1354	0.1482	0.0471
O	7.1861	9.2434	19.1598	-0.035	-0.0514	0.1391
O	3.0334	2.4696	-1.6419	0.137	0.0835	0.2042
O	4.8705	6.3889	15.8136	-0.0141	0.0331	-0.1463
O	3.1399	13.4454	16.0229	-0.0474	-0.0044	0.0352
O	2.3481	12.0851	19.5012	-0.0581	0.0226	0.2854
O	2.7286	9.9363	20.7952	-0.038	0.0981	0.0806
O	8.1806	0.6373	22.1152	0.02	0.1099	0.1024
O	5.3108	7.3063	18.4135	0.1237	0.0272	0.0585
O	7.6073	2.4129	20.2166	0.0199	0.0422	0.2384
O	6.7296	4.8771	-0.6875	0.0047	0.2207	0.1224
O	7.2742	0.3272	-0.2947	-0.0596	0.217	0.325
O	9.4333	1.5642	12.7462	0.0085	-0.1747	-0.0916
O	0.3817	4.3324	11.2582	-0.1185	-0.052	-0.3562
O	9.8218	-1.0553	13.0987	-0.0257	0.1519	-0.2151
O	10.481	5.1123	13.2963	0.168	0.1053	-0.2238
O	8.9307	5.1962	18.0704	0.1085	-0.1246	0.0648
O	11.1656	4.252	17.0549	-0.0362	-0.0299	0.0912
O	3.4312	2.8792	10.2454	-0.0059	-0.2278	-0.3462
O	2.7504	10.5767	15.9682	-0.1108	0.1277	-0.0009
O	-0.8744	6.4307	10.8303	0.0066	0.0897	-0.0684
O	3.2082	12.1216	11.4445	-0.0434	0.127	-0.37
O	8.0731	0.0086	11.2366	-0.0902	-0.0183	-0.1721
O	10.8118	0.0751	10.9904	0.1534	-0.028	-0.1113
O	1.5976	8.4817	14.7705	-0.0383	-0.0557	-0.0684
O	3.464	8.3846	11.0116	-0.0715	-0.1229	-0.1704
O	-0.8749	8.9212	11.2422	0.1461	-0.1668	-0.2972
O	7.062	9.7898	14.3417	0.0283	-0.0833	-0.3101
O	5.3373	4.9926	13.4688	0.0297	-0.0119	-0.2037
O	8.9456	5.6563	15.4545	0.0017	-0.0701	-0.1809
O	0.407	6.2673	15.5181	0.0454	0.0283	-0.0919
O	10.7438	8.1278	13.8903	-0.0965	0.0966	-0.2402
O	1.0232	12.2786	16.6778	0.1066	0.0193	0.0985
O	5.5934	11.4474	15.8569	0.013	0.0616	-0.15
O	7.4555	12.5295	14.4399	-0.0302	0.1106	-0.1194
O	7.1987	6.6901	10.1048	0.0882	-0.1216	-0.5302
O	6.3647	4.4406	10.9809	-0.0176	0.0053	-0.1761
O	5.6449	2.5254	15.4332	-0.0751	-0.0132	-0.0496
O	14.0471	8.345	17.3389	-0.1082	-0.0282	0.121
O	-0.4279	8.6645	-0.3118	-0.0555	-0.393	0.4479
O	-0.4755	2.3598	9.9062	0.0046	0.0203	-0.0831
O	4.3619	3.4903	17.5712	-0.1157	-0.0238	-0.0171
O	4.8271	12.4082	13.5245	-0.1305	-0.0679	-0.1529
O	4.0186	7.3869	13.4474	-0.0364	0.1685	-0.2418
O	7.7884	10.2578	16.7987	0.0468	0.0053	-0.0132
O	6.6245	2.0695	17.8353	0.0645	0.0287	0.1255
O	13.7196	4.4084	16.4584	0.0767	-0.0331	0.0203
O	0.2527	9.6942	16.7287	-0.0093	0.099	0.0444
O	14.2859	7.4776	19.8789	0.0199	0.0955	0.1546
O	1.768	2.5138	18.239	-0.0731	-0.1423	0.0404
O	6.5949	7.2235	14.0644	-0.0332	0.0769	-0.1156
O	7.29	9.5967	9.8895	-0.1595	0.0203	-0.1927
O	7.326	7.0246	16.8917	-0.051	-0.021	-0.0058
O	-0.3507	-0.0977	-0.3885	-0.0268	0.3414	0.2921
O	6.9272	14.408	12.8388	-0.0552	0.0053	-0.062
O	3.6046	10.0539	13.0544	-0.0653	-0.064	-0.1216
O	6.7772	4.4753	16.7271	-0.0672	-0.0473	-0.0016
O	2.196	12.1326	13.9725	0.1119	-0.0403	-0.1423
O	5.8123	8.8676	12.1839	-0.017	0.0353	-0.1812
O	9.2661	2.5402	18.0897	-0.0183	-0.0134	0.1388
O	0.9594	6.5463	12.888	-0.0306	-0.1221	-0.2013
O	3.4631	5.8059	10.2022	-0.1359	0.3544	-0.4208
O	7.0948	6.8315	20.3167	0.1657	-0.166	0.2462
O	8.9193	3.2702	14.5522	-0.0552	0.0129	-0.1438
O	9.2943	5.4747	21.1906	0.0298	-0.0409	0.0318
O	7.9519	5.1916	12.9712	-0.0324	0.0107	-0.1086
O	6.5242	7.485	-0.8785	-0.0557	-0.1998	0.1935
O	12.6279	6.2613	18.1215	0.0275	0.0119	0.0592
O	8.463	8.3554	12.5774	-0.0517	0.0368	-0.1497
O	8.1666	0.184	18.9027	-0.0011	0.2124	0.1022
O	8.507	7.7293	22.3644	-0.0302	-0.0552	0.1224
O	9.7025	2.8507	21.7411	0.0568	-0.0594	0.0376
O	3.3785	8.0695	22.4432	-0.001	-0.0402	0.1448
O	10.8226	4.0548	19.6333	-0.0077	-0.037	0.2715
O	-1.8727	9.6786	18.4607	0.0642	0.0218	0.0351
O	12.0882	8.7635	19.1167	0.0273	0.0286	0.0402
O	5.0664	8.6364	20.5851	-0.0615	0.0002	0.1424

Results
free energy: -112757.869 eV
free energy less fixed offsets of O -569.03, Si -635.61 eV per atom: 6.031 eV
pressure: -0.42 GPa
stress xx, yy, zz, yz, xz, xy (GPa, positive in tension): 0.17, 0.62, 0.48, -0.02, 0.1, 0.16

The program warned: the cutoff lies below the one the program advises for these potential files.
